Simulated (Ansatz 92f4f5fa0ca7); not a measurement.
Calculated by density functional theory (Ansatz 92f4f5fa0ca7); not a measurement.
Periodic cell of 234 atoms, Si146O88, from a study of silicon, its oxide and their interface. The atomic structure is a simulated model.
This geometry differs little from another in the collection (a relaxation step or a small displacement).

Settings: functional r2SCAN; potential files Ansatz PAW; basis plane waves; wave-function cutoff 800 eV; density cutoff ratio 5; exchange-correlation grid ratio 1; k mesh 1 x 1 x 1, Gamma-centred; self-consistency stop 5e-08 eV per atom in the density residual; occupations fixed; spin none; net charge 0.

Cell vectors (angstrom)
a	11.6015	0	0
b	0	10.938	0
c	0	0	32.1198

Atoms: element, x, y, z (angstrom)
Si	0.2667	-0.0553	23.3214
Si	4.1193	0.1195	23.4761
Si	7.9461	-0.0007	23.3809
Si	2.1399	1.3846	23.3927
Si	6.0934	1.4616	23.3388
Si	9.9637	1.3057	23.5173
Si	0.0646	5.7173	23.3003
Si	3.8605	5.2347	23.416
Si	7.8077	5.4575	23.4804
Si	2.137	6.8501	23.4825
Si	5.7102	6.702	23.3025
Si	9.6538	6.9144	23.5117
Si	1.9542	2.7246	25.3416
Si	5.8915	2.7094	25.3626
Si	9.73	2.7793	25.3656
Si	11.6608	4.1667	25.2199
Si	3.9181	4.0012	25.3907
Si	7.7597	4.1367	25.4399
Si	2.0919	8.2066	25.407
Si	5.8921	8.151	25.2799
Si	9.7532	8.2484	25.4187
Si	11.7502	9.522	25.2839
Si	4.0196	9.6118	25.388
Si	7.8162	9.5845	25.3466
Si	11.6466	-0.0182	27.2397
Si	3.9186	0.0197	27.3126
Si	7.7779	0.0044	27.2863
Si	1.9551	1.3562	27.278
Si	5.854	1.3574	27.299
Si	9.72	1.3742	27.2767
Si	11.6632	5.4631	27.2406
Si	3.9303	5.4548	27.2757
Si	7.7892	5.501	27.3346
Si	2.0053	6.819	27.3044
Si	5.8532	6.8421	27.2701
Si	9.738	6.8352	27.3062
Si	1.9336	2.7345	29.2205
Si	5.8008	2.7345	29.2205
Si	9.6679	2.7345	29.2205
Si	0	4.1018	29.2205
Si	3.8672	4.1018	29.2205
Si	7.7343	4.1018	29.2205
Si	1.9336	8.2035	29.2205
Si	5.8008	8.2035	29.2205
Si	9.6679	8.2035	29.2205
Si	0	9.5708	29.2205
Si	3.8672	9.5708	29.2205
Si	7.7343	9.5708	29.2205
Si	0	0	31.1541
Si	3.8672	0	31.1541
Si	7.7343	0	31.1541
Si	1.9336	1.3673	31.1541
Si	5.8008	1.3673	31.1541
Si	9.6679	1.3673	31.1541
Si	0	5.469	31.1541
Si	3.8672	5.469	31.1541
Si	7.7343	5.469	31.1541
Si	1.9336	6.8362	31.1541
Si	5.8008	6.8362	31.1541
Si	9.6679	6.8362	31.1541
Si	1.9336	2.7345	0.9679
Si	5.8008	2.7345	0.9679
Si	9.6679	2.7345	0.9679
Si	0	4.1018	0.9679
Si	3.8672	4.1018	0.9679
Si	7.7343	4.1018	0.9679
Si	1.9336	8.2035	0.9679
Si	5.8008	8.2035	0.9679
Si	9.6679	8.2035	0.9679
Si	0	9.5708	0.9679
Si	3.8672	9.5708	0.9679
Si	7.7343	9.5708	0.9679
Si	11.5743	0.0102	2.8864
Si	3.8101	-0.0105	2.9452
Si	7.6772	0.0136	2.8757
Si	1.9068	1.389	2.9256
Si	5.7365	1.3603	2.9234
Si	9.619	1.3467	2.8701
Si	11.5335	5.4945	2.8847
Si	3.8479	5.4666	2.91
Si	7.6516	5.4541	2.9119
Si	1.9069	6.7893	2.8387
Si	5.7447	6.8731	2.9483
Si	9.5802	6.832	2.923
Si	1.8773	2.8268	4.8359
Si	5.6668	2.6683	4.9099
Si	9.5878	2.7097	4.7817
Si	11.5029	4.0952	4.7779
Si	3.8539	4.1618	4.8958
Si	7.6136	4.0562	4.8334
Si	1.9028	8.096	4.7589
Si	5.7054	8.2899	4.9029
Si	9.5663	8.2214	4.8581
Si	11.5584	9.4409	4.7064
Si	3.7273	9.6116	4.9489
Si	7.6455	9.6504	4.8292
Si	11.5241	-0.1592	6.5837
Si	3.4573	0.0124	7.0034
Si	7.5646	0.1367	6.7484
Si	1.6098	1.458	6.7258
Si	5.5117	1.3361	6.9577
Si	9.6311	1.2819	6.6728
Si	11.5015	5.3965	6.7437
Si	3.9328	5.4884	6.9192
Si	7.6387	5.544	6.6837
Si	1.8969	6.6537	6.6577
Si	5.7864	7.0607	6.9402
Si	9.6044	6.8056	6.7717
O	5.5153	2.3233	8.281
O	1.8468	7.7041	7.8993
O	5.8934	8.1227	8.257
O	11.385	4.4989	8.1424
O	7.6754	10.0498	8.0216
O	9.5058	7.5178	8.2675
O	2.9086	10.0459	8.324
O	10.0275	2.2226	7.9685
O	7.6662	4.548	8.0027
O	3.9721	4.4855	8.2474
O	0.2611	9.8851	7.961
O	1.1163	2.2341	8.1333
O	2.5537	7.8342	22.2032
O	2.1469	2.253	21.9775
O	6.2684	2.4688	22.0051
O	4.095	10.0379	22.1912
O	5.2352	7.6579	22.0093
O	7.8674	9.9226	22.0671
O	3.7483	4.3366	22.0129
O	9.5282	7.8652	22.1745
O	0.0171	5.1739	21.7526
O	8.1886	4.2502	22.404
O	0.2707	10.2564	21.7637
O	10.3658	2.2841	22.2361
Si	1.5632	9.1202	8.5857
Si	4.3847	6.3691	14.4112
Si	2.5059	2.0566	16.016
Si	7.5615	4.6563	9.613
Si	3.9012	8.5387	21.6295
Si	2.9105	8.1916	16.5182
Si	11.1985	10.3764	20.277
Si	-0.1105	5.5396	12.7466
Si	11.3297	2.9419	8.6215
Si	2.9237	3.3282	21.0314
Si	8.6829	0.7885	15.6208
Si	4.2575	1.8067	18.5893
Si	8.9786	7.4905	9.8057
Si	3.3797	10.3965	14.6039
Si	7.4996	5.2168	18.9198
Si	5.9318	10.9791	11.4868
Si	10.104	2.2625	20.6387
Si	4.4336	9.5429	18.8547
Si	0.147	8.2785	11.2606
Si	0.2367	8.892	17.693
Si	1.3205	10.7693	12.6942
Si	8.1206	8.5995	15.8209
Si	8.7268	8.8576	21.1892
Si	6.7635	9.2555	9.0876
Si	2.4888	4.0385	13.6472
Si	7.8739	2.0866	12.8708
Si	0.0744	0.4007	15.6295
Si	10.3723	6.2603	18.1928
Si	0.2888	4.6627	20.2451
Si	5.7434	8.9286	13.8036
Si	6.9061	2.7512	17.1444
Si	3.3005	1.8408	11.5393
Si	9.6205	5.9826	15.2893
Si	4.7896	3.4507	9.2092
Si	7.0137	8.0145	18.7659
Si	9.8924	3.4263	11.1633
Si	7.4308	3.3544	21.2805
Si	6.8853	4.3587	14.6221
O	2.749	10.1288	13.1365
O	9.0056	5.8594	18.9992
O	7.9989	1.2146	14.2227
O	11.1003	2.8546	10.2271
O	8.5482	3.5777	10.2728
O	3.7103	2.7032	10.192
O	5.7684	2.1726	18.1344
O	8.5746	10.1337	15.7848
O	6.3558	3.2756	15.7155
O	7.5824	4.0672	17.7948
O	1.8188	4.1427	20.1655
O	8.177	6.0914	10.0934
O	3.8952	2.5717	19.9757
O	7.8206	8.5779	10.0932
O	8.3127	5.0579	14.9913
O	9.7941	9.6073	20.2693
O	2.5167	9.392	15.517
O	4.018	8.7991	17.4994
O	10.6048	7.8639	17.9703
O	8.4794	2.3667	20.5056
O	7.9767	1.5704	16.8539
O	10.7361	5.8225	14.1418
O	7.0705	1.1817	11.7714
O	5.9972	4.2829	9.9736
O	3.6907	8.7451	20.0489
O	9.2558	7.5612	15.3349
O	9.391	2.4187	12.3403
O	6.1861	9.6964	12.4559
O	1.0868	1.3939	16.4107
O	6.0114	9.2604	18.9793
O	11.6316	5.7696	19.096
O	7.7528	8.2631	17.3541
O	0.5977	0.333	14.076
O	5.7513	5.5148	14.6151
O	0.4959	9.7571	19.0698
O	7.1013	3.4968	13.2379
O	3.3488	5.403	13.6568
O	0.5009	6.9304	12.1251
O	10.7967	0.9757	19.9601
O	3.3104	0.9891	15.0971
O	10.2456	7.9389	10.7188
O	3.2794	2.3255	17.4059
O	6.4828	6.467	18.6423
O	1.5213	7.9399	17.3229
O	1.0565	4.4475	13.0136
O	10.4135	4.8505	11.7418
O	5.9307	10.3493	9.9696
O	6.9002	4.4678	20.2345
O	4.7869	7.6501	13.4879
O	10.2497	1.1465	15.6049
O	3.2327	2.9378	12.727
O	0.2655	9.6527	12.1425
O	4.9359	10.0199	14.6799
O	1.2203	8.6521	10.095
O	-0.0664	9.9356	16.4677
O	7.8341	8.0209	20.1603
O	3.613	6.9324	15.7532
O	4.1293	0.1969	18.8221
O	10.2763	5.5722	16.7213
O	2.3441	3.4212	15.1502
O	4.5082	0.7724	11.739
O	6.9343	8.4002	14.741
O	1.8506	1.0108	11.6381
O	10.8056	3.5131	19.9302

Results
free energy: -143573.170 eV
free energy less fixed offsets of O -570.45, Si -639.56 eV per atom: 2.190 eV

Forces (eV/angstrom), in the order of the atoms: element, x, y, z
Si	-0.0001	0.0316	-0.0119
Si	-0.0153	-0.0239	-0.0017
Si	0.034	-0.0074	-0.0206
Si	0.014	-0.0222	-0.0285
Si	-0.0096	0.0008	-0.0027
Si	-0.0299	-0.0016	-0.0126
Si	-0.0179	0.0399	-0.0148
Si	-0.0177	0.0123	-0.014
Si	-0.0117	-0.0081	-0.021
Si	0.0456	-0.0218	-0.0183
Si	0.0122	-0.0066	0.0011
Si	-0.0063	-0.0067	-0.0196
Si	0.0035	-0.0015	0.0014
Si	0.0071	-0.0057	0.0082
Si	-0.0034	-0.0037	-0.0064
Si	0.0142	0.0093	0.0212
Si	0.0047	0.0115	-0.0017
Si	0.0152	0.0059	-0.0028
Si	-0.0031	0.007	0.0043
Si	-0.0039	-0.006	0.0041
Si	0.0095	0.002	-0.0015
Si	-0.0117	0.0039	0.0164
Si	0.0025	0.0026	-0.0003
Si	-0.0191	0.0028	-0.01
Si	-0.0087	-0.0052	-0.0001
Si	-0.0118	-0.0058	-0.0022
Si	0.0028	-0.0052	0.0011
Si	0.0084	0.0066	0.0003
Si	-0.0001	0.0054	-0.0063
Si	0.0055	0.0006	0.0028
Si	0.0055	-0.0004	0.0006
Si	0.0073	-0.0011	-0.0029
Si	-0.0033	0.0005	0.0055
Si	-0.0102	-0.0002	-0.003
Si	-0.0105	0.0053	0.0005
Si	-0.0006	-0.0008	-0.0079
Si	-0.0015	-0.023	-0.0972
Si	0.051	0.0821	0.0101
Si	0.0773	-0.0578	-0.0188
Si	0.0656	0.0139	-0.2755
Si	0.1028	-0.0505	-0.0315
Si	0.044	-0.0021	0.1835
Si	0.0608	-0.0591	0.0498
Si	0.0139	0.0655	-0.1221
Si	0.1031	0.0342	0.1442
Si	-0.0006	-0.0069	-0.2613
Si	0.013	-0.0182	0.1104
Si	0.08	-0.0101	-0.044
Si	0.0035	0.0554	-0.0555
Si	-0.0008	0.0672	0.0452
Si	-0.0022	0.0233	-0.0067
Si	0.0123	-0.0591	0.0081
Si	0.0233	-0.0915	0.0254
Si	-0.0235	0.0072	-0.0212
Si	0.0061	0.0822	-0.0325
Si	-0.0166	0.0819	0.0142
Si	0.0144	-0.0184	0.0361
Si	-0.0044	0.0448	-0.0214
Si	-0.0039	-0.1172	0.0217
Si	-0.0013	-0.0397	0.0151
Si	-0.0133	0.0396	0.1101
Si	-0.1117	-0.0307	0.1123
Si	-0.0006	0.0089	-0.1047
Si	-0.114	-0.0174	-0.0184
Si	0.0908	-0.0519	0.0583
Si	-0.1435	0.027	0.0187
Si	0.0015	-0.0109	-0.2321
Si	-0.0272	0.0509	0.1619
Si	-0.1487	-0.0186	0.1855
Si	0.0241	0.0019	-0.0752
Si	-0.072	0.0047	0.2464
Si	-0.0803	-0.0235	-0.1302
Si	0.0048	0.0022	0.0043
Si	-0.0019	-0.0125	0.0004
Si	-0.0028	0.001	-0.002
Si	-0.0012	0.0043	0.0051
Si	-0.0001	0.0073	0.0016
Si	0.0003	-0.0012	-0.0006
Si	-0.0013	-0.004	-0.0057
Si	-0.0006	-0.0029	0.0039
Si	-0.0004	-0.0026	-0.0019
Si	0.0026	0.0042	0.0021
Si	0.0049	0.0104	0.0011
Si	-0.0011	0.0046	-0.002
Si	-0.0007	-0.0132	0.0074
Si	0.0056	-0.0167	0.0047
Si	-0.0061	0.0086	0.0016
Si	0.0021	0.0075	0.0074
Si	-0.0121	0.0101	-0.0073
Si	-0.011	0.001	0.0035
Si	0	-0.0055	-0.0117
Si	-0.0069	-0.0152	0.0041
Si	0.0013	-0.0055	-0.0098
Si	-0.0066	0.0032	0.0047
Si	-0.0027	0.0098	0.002
Si	0.0126	-0.0052	0.0018
Si	0.0207	0.015	0.0088
Si	-0.0032	0.0242	0.0031
Si	-0.0186	0.0063	0.0504
Si	-0.0199	-0.0108	-0.0024
Si	0.0048	-0.0207	-0.0088
Si	0.0361	-0.0358	0.0118
Si	0.0028	-0.0034	0.0073
Si	0.0063	-0.0227	0.0163
Si	0.0034	0.0088	0.0214
Si	-0.0131	0.0411	0.0277
Si	0.0087	0.0032	-0.0001
Si	0.004	-0.0197	0.0008
O	-0.0439	0.0696	0.0475
O	-0.0076	0.0359	-0.0084
O	0.0277	0.0263	0.012
O	-0.0002	-0.0461	0.006
O	-0.0456	-0.0199	0.013
O	-0.0333	0.0016	0.0715
O	-0.0344	-0.0486	-0.0037
O	0.0332	0.0344	0.0155
O	-0.0033	-0.0027	0.0819
O	0.0126	-0.0139	-0.0033
O	0.0363	-0.0381	0.0172
O	-0.0418	0.0311	0.0021
O	0.0223	0.0183	0.0097
O	0.026	0.0542	-0.0231
O	0.0354	0.0135	-0.0042
O	-0.0112	-0.0447	-0.0106
O	-0.0445	0.0372	-0.0171
O	0.0268	-0.0223	-0.0172
O	-0.0172	-0.0287	-0.0148
O	-0.0422	0.0298	-0.017
O	0.0214	-0.0279	-0.0516
O	-0.046	-0.0388	-0.0378
O	-0.0316	0.0161	-0.0596
O	-0.0142	-0.0132	-0.0638
Si	0.0008	0.0194	-0.0437
Si	-0.0168	0.0165	-0.0126
Si	0.0145	-0.028	-0.0007
Si	0.0082	-0.0027	-0.0405
Si	0.0209	-0.0102	0.0402
Si	0.0154	0.0334	0.0224
Si	-0.031	0.0048	0.0265
Si	-0.0065	-0.01	-0.0077
Si	-0.0021	-0.0108	-0.0388
Si	-0.0209	-0.0008	0.0134
Si	0.0094	-0.0223	0.0058
Si	-0.0273	-0.0078	-0.0001
Si	-0.0088	0.0126	-0.0442
Si	0.0109	0.0062	-0.01
Si	0.0092	0.0088	0.0146
Si	-0.0015	-0.002	-0.0309
Si	0.0242	0.0045	0.0393
Si	0.0038	-0.029	-0.0527
Si	0.0101	0.0131	0.0151
Si	0.0071	-0.0023	0.0213
Si	0.0137	-0.0092	-0.0197
Si	0.013	0.0038	0.0221
Si	0.0144	0.002	0.036
Si	0.0174	-0.0025	-0.0112
Si	0.0022	-0.0078	-0.0114
Si	0.0031	0.0027	-0.0209
Si	0.0137	0.0009	0.0219
Si	0.0027	0.0054	0.0022
Si	-0.0178	-0.0187	0.0216
Si	-0.0207	0.0279	0.0064
Si	0.0052	0.0069	0.005
Si	0.0056	0.0183	0.0163
Si	0.0171	0.0109	0.0114
Si	0.0312	-0.0161	-0.0355
Si	-0.0023	-0.0121	0.0306
Si	-0.0267	0.0052	-0.0162
Si	0.0288	0.0156	0.0296
Si	0.0053	-0.0097	0.0082
O	-0.0441	0.039	0.0546
O	-0.0146	-0.0172	-0.0367
O	0.0235	0.0146	0.0016
O	-0.0437	0.0253	-0.01
O	0.0417	0.0266	0.022
O	0.0043	-0.0195	0.0493
O	-0.0244	0.0071	-0.0281
O	0.0069	0.0189	-0.0078
O	0.041	0.0259	0.0108
O	-0.0279	-0.0023	0.0112
O	0.003	-0.0124	0.0398
O	0.0062	-0.0035	-0.0118
O	-0.0219	-0.0264	-0.0337
O	0.0023	0.0025	-0.0503
O	-0.0207	-0.002	-0.0091
O	0.0486	0.0159	0.015
O	0.0472	-0.0034	0.0055
O	-0.009	0.0402	0.0739
O	0.0398	-0.024	-0.0056
O	0.0257	0.0121	0.0084
O	-0.0095	0.0001	-0.044
O	-0.0022	-0.0042	-0.014
O	0.002	-0.0023	0.0501
O	0.0096	-0.0012	-0.0274
O	0.0391	0.0314	-0.0256
O	-0.0361	-0.0132	0.0205
O	-0.0422	0.0231	-0.0139
O	-0.0353	0.0154	0.0347
O	0.0053	-0.0248	-0.0488
O	-0.0823	-0.0277	-0.0201
O	-0.0549	-0.0148	0.0004
O	-0.008	0.0101	-0.0206
O	0.019	-0.011	0.0024
O	0	-0.0075	-0.0071
O	-0.04	-0.0195	-0.0196
O	0.025	-0.0157	0.0447
O	-0.0045	-0.041	0.0355
O	-0.0318	-0.0088	-0.0156
O	-0.0094	-0.0285	0.0198
O	-0.0319	-0.0192	0.024
O	0.027	-0.0146	-0.0036
O	0.0537	-0.0517	0.0379
O	0.0709	0.0084	0.0068
O	-0.0083	0.0499	-0.0286
O	0.0202	0.0308	0.0253
O	0.0269	-0.032	0.0191
O	0.0312	-0.0123	0.0306
O	0.0285	-0.002	-0.0296
O	0.0301	0.0062	0.0698
O	-0.0561	-0.0567	0.0021
O	-0.0451	-0.0106	-0.0064
O	0.0289	-0.0013	-0.0088
O	-0.0261	-0.0315	-0.0425
O	-0.0439	0.0021	0.0149
O	0.0231	0.0101	0.0113
O	-0.0218	0.01	-0.0477
O	0.0065	0.0085	-0.0387
O	0.025	0.0059	-0.0269
O	-0.0228	0.0494	0.0114
O	0.0095	0.0017	-0.066
O	-0.0053	0.0225	-0.0128
O	-0.0191	0.0155	-0.0098
O	0.0293	-0.0238	0.0539
O	0.009	0.0085	0.0336

The program warned: the cutoff lies below the one the program advises for these potential files; the forces do not sum to zero within the program's tolerance; empty levels may hold ghost states of the PAW files; the exchange-correlation potential is rough where the density is thin.
